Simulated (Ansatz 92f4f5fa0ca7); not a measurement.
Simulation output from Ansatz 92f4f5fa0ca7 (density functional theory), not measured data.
Periodic cell of 226 atoms, Si133O92B1, from a study of silicon, its oxide and their interface. The atomic structure is a simulated model.
Doubt: the cutoff is far below the 930 eV that the study's wrapper takes by default for these files, so forces and energies are approximate.
This geometry differs little from another in the collection (a relaxation step or a small displacement).

Settings: functional PBE; potential files Ansatz PAW; basis plane waves; wave-function cutoff 580 eV; density cutoff ratio 5; exchange-correlation grid ratio 1; k mesh 1 x 1 x 1, Gamma-centred; self-consistency stop 5e-08 eV per atom in the density residual; occupations fixed; spin none; net charge -1 e, with a uniform compensating background and no finite-size correction.

Cell vectors (angstrom)
a  10.938  0  0
b  0  10.938  0
c  0  0  31.9494

Atoms and the computed forces on them: element, x, y, z (angstrom), force x, y, z (eV/angstrom)
Si  10.6237  0.0044  24.4421  -0.0074  0.001  -0.004
Si  5.0847  0.1599  24.7186  0.0058  0.0066  0.0008
Si  2.841  2.319  24.5895  0.012  0.0057  -0.0026
Si  8.5665  2.434  24.6089  0.0021  -0.0066  -0.0193
Si  10.672  5.5745  24.3907  -0.0029  0.0005  -0.0064
Si  5.1563  5.6115  24.494  -0.0039  0.0029  -0.0179
Si  2.9869  7.9433  24.4252  -0.0002  -0.0037  -0.0044
Si  8.3985  7.8106  24.4733  -0.0007  -0.0016  -0.0019
Si  1.2864  1.1443  25.8563  0.0002  -0.0044  -0.0004
Si  6.8016  1.3869  25.8173  -0.0157  -0.0004  0.0044
Si  4.0431  4.0036  25.8159  0.0013  -0.016  0.0037
Si  9.6208  4.0357  25.929  -0.0055  0.0122  0.0095
Si  1.3338  6.7813  25.6839  -0.0028  0.0071  0.0028
Si  6.8102  6.6705  25.8219  0.0067  -0.0012  0.0058
Si  4.0056  9.465  25.9645  -0.0088  0.007  -0.0004
Si  9.4724  9.4429  25.8178  0.0046  -0.0011  0.0015
Si  2.6528  -0.1125  27.2945  0.0077  0.0013  0.004
Si  8.1384  -0.0531  27.1589  0.0014  0.0034  0.004
Si  0.0589  2.6567  27.2256  -0.0012  0.0004  0.0072
Si  5.6048  2.8725  27.2849  0.0139  0.0146  0.0088
Si  2.6758  5.4188  27.1247  0.0009  -0.0001  0.0062
Si  8.0277  5.2224  27.3086  0.0121  0.005  -0.0161
Si  -0.0156  8.1261  27.1404  0  -0.002  -0.0003
Si  5.506  8.1316  27.1929  0.0049  -0.0032  0.006
Si  4.1319  1.3722  28.4878  -0.0032  -0.0027  -0.0031
Si  9.4897  1.3695  28.5278  0.0007  -0.0042  0.0019
Si  1.3856  4.0664  28.5692  0.0028  0.0003  0.0005
B  6.8089  4.0615  28.5232  -0.0311  -0.0251  0.0155
Si  4.1275  6.7267  28.5095  -0.0034  0.0009  0.0037
Si  9.506  6.7304  28.4754  0.0059  0.0027  0.0036
Si  1.2893  9.4798  28.6178  -0.003  -0.0016  -0.0003
Si  6.8221  9.5365  28.5656  -0.0001  -0.0003  0.0004
Si  -0.0657  -0.0035  29.9156  0.0033  0.003  -0.0009
Si  5.4484  -0.0061  29.8941  -0.0028  0.0004  -0.0005
Si  2.7785  2.7129  29.8964  -0.0007  -0.0034  -0.0004
Si  8.0214  2.8591  29.7136  -0.0031  0.0106  -0.0088
Si  -0.0289  5.4389  29.8881  -0.0043  0.0011  -0.0023
Si  5.6103  5.2845  29.7211  0.0121  -0.0046  -0.0092
Si  2.7508  8.1246  29.8952  0.0027  0.0021  -0.0011
Si  8.222  8.1643  29.8773  -0.0012  -0.0029  -0.0013
Si  1.3635  1.3732  31.2349  -0.0019  0  0.0011
Si  6.8349  1.4166  31.1949  -0.0002  -0.0017  -0.0001
Si  4.1657  4.0989  31.2103  -0.0006  0.0008  -0.0008
Si  9.4918  4.0678  31.1871  0.0012  -0.003  0.0013
Si  1.3548  6.8078  31.258  0.0004  0.0001  0.0002
Si  6.812  6.787  31.1751  -0.0032  0.0012  0.0003
Si  4.0842  9.5563  31.246  0.0005  -0.0019  0.0015
Si  9.5477  9.5463  31.2746  -0.0001  0.0008  0.0001
Si  2.7363  0.0173  0.6617  0.0006  0.0014  -0.0014
Si  8.1933  0.0431  0.6239  0.0002  0.0001  0.0007
Si  -0.0198  2.7575  0.6275  0.0009  0.0001  -0.0006
Si  5.4824  2.7456  0.6755  0.0001  -0.0001  0.001
Si  2.7663  5.4567  0.6298  0.0001  0  0.0006
Si  8.2067  5.4949  0.6339  0.0008  0.0009  -0.0011
Si  0.0168  8.2136  0.6901  -0.0001  -0.0005  0.0004
Si  5.485  8.1965  0.6337  0.0006  0.0011  -0.0003
Si  4.1032  1.3899  2.0427  0.0002  -0.0016  0.0008
Si  9.5974  1.3653  2.0051  0.0028  -0.0006  0.0003
Si  1.3565  4.1442  2.0029  -0.0022  -0.0012  -0.0003
Si  6.8428  4.158  2.0163  -0.0005  0.0001  0.0009
Si  4.0963  6.8546  2.0053  0.0016  0.0014  0.0006
Si  9.5745  6.8457  2.0406  -0.0001  -0.0018  0.0005
Si  1.3732  9.6212  2.0455  0.0002  0.0004  0.0019
Si  6.8337  9.6297  1.9934  -0.002  -0.0025  0
Si  0.0243  0.0481  3.4478  -0.0015  0.0013  -0.0016
Si  5.4845  0.0377  3.4202  0.0007  0.0005  0.0012
Si  2.7076  2.7776  3.3705  -0.0006  0.0002  0.0011
Si  8.2579  2.79  3.3119  0.0009  0.0017  0.0007
Si  0.0351  5.5211  3.4392  0.0018  0.002  -0.0007
Si  5.4737  5.5344  3.3976  -0.0006  -0.0001  0.0007
Si  2.7454  8.2443  3.3725  0.0007  -0.0015  -0.0004
Si  8.2394  8.3012  3.3488  0.001  0.0038  0.0009
Si  1.3749  1.4638  4.821  0.0006  -0.001  -0.0026
Si  6.9125  1.4794  4.6946  -0.0019  -0.0025  0.002
Si  4.0567  4.162  4.7257  0.0037  0.0018  0.0017
Si  9.606  4.0878  4.7511  -0.0023  0.0001  -0.0016
Si  1.3702  6.9784  4.8136  -0.0038  0.0009  -0.0025
Si  6.84  7.0014  4.6989  -0.0001  -0.0053  0.0012
Si  4.0986  9.5789  4.7681  -0.0006  0.0037  -0.0011
Si  9.6185  9.5875  4.8129  0.001  -0.0032  -0.002
Si  2.7609  0.0459  6.1155  0.0024  -0.0021  0.0011
Si  8.2965  0.1298  6.07  -0.0039  0.0021  -0.0058
Si  0.0192  2.8087  6.283  0.0016  0.0032  -0.0031
Si  5.5146  2.8442  6.037  -0.0019  -0.0002  -0.0024
Si  2.7558  5.6008  6.1159  0.0025  -0.0032  -0.0023
Si  8.2592  5.6095  5.9277  -0.0032  0.0012  -0.0022
Si  0.0502  8.3144  6.342  0.002  0.0031  0.0005
Si  5.5047  8.3102  6.2012  0.0014  0.0006  -0.0039
Si  4.4281  1.1931  7.3028  0.0014  -0.0011  -0.0059
Si  9.8155  1.1602  7.5961  0.0027  -0.0036  0.0106
Si  1.1796  4.5131  7.481  -0.002  0.0021  0.0024
Si  6.6453  4.5497  7.2153  -0.0008  0.0031  -0.0043
Si  4.3291  6.713  7.5154  0.0019  -0.0071  0.0027
Si  9.7331  6.6236  7.4749  0.0007  -0.0019  -0.001
Si  1.2825  9.9493  7.6769  -0.0012  -0.0016  -0.0051
Si  6.7228  9.9756  7.3889  -0.0026  0.004  0.0028
O  9.5793  1.2397  24.0006  0.0072  0.0035  0.0076
O  4.1045  6.7947  23.9544  0.0023  0.0028  0.0092
O  4.0083  1.2514  24.0681  -0.0063  -0.0058  -0.0046
O  9.5272  6.7039  23.9211  0.0029  -0.0022  0.0015
O  -0.0243  5.5554  8.0015  -0.0005  -0.0022  -0.0004
O  5.5728  0.136  7.8946  0.0014  -0.0013  0.0027
O  0.0746  0.0983  8.1319  -0.0025  0.0019  -0.0019
O  5.5353  5.6141  7.8591  0.0008  0.0022  0.0037
O  7.5971  3.9707  8.4184  0.0027  -0.0032  0.0047
O  8.7334  7.0599  8.745  -0.0018  0.0023  0.0039
O  2.1808  9.4611  9.025  0.0024  -0.001  0.005
O  8.9007  1.6893  8.9077  -0.0004  0.0011  0.0003
O  7.6125  9.4847  8.7006  0.0016  -0.0019  0.0027
O  3.6224  1.8344  8.5856  -0.002  0.003  0.0055
O  3.5974  7.2295  8.9343  -0.0011  0.0027  0.0024
O  2.0641  4.0183  8.802  0.0012  -0.0005  0.0029
O  8.1529  3.4784  23.3789  -0.0041  0.0029  -0.0021
O  0.3991  4.9068  22.9934  0.0004  -0.0008  -0.0033
O  1.9518  2.7876  23.2746  -0.0044  0.0012  -0.0028
O  5.828  4.8956  23.1507  0.0015  -0.0012  0.0001
O  5.5504  10.0669  23.5203  0.0016  -0.0029  -0.0054
O  2.4463  8.6796  23.0294  -0.0014  0.0015  -0.0036
O  0.1905  10.0768  23.094  0.0039  -0.0034  -0.0045
O  7.7491  8.5461  23.1228  -0.0004  -0.0001  -0.0027
Si  8.6552  7.7011  18.4683  -0.0004  -0.0003  0.0032
Si  8.7906  6.3537  13.6373  0  -0.0002  -0.0019
Si  3.7993  1.5403  14.7303  0.0001  -0.0001  -0.0007
Si  2.1391  5.742  17.6434  -0.0003  -0.0006  0.003
Si  2.4089  3.1431  19.5245  -0.0005  0.0003  0.005
Si  9.8156  9.026  12.0782  -0.0003  -0.0001  -0.004
Si  1.3315  9.4187  22.1021  -0.0009  0  0.0083
Si  9.1778  0.9624  13.2037  0.0002  0.0002  -0.0025
Si  1.423  5.051  13.0309  0  -0.0002  -0.0023
Si  1.7996  8.2522  12.8104  0.0006  0  -0.0037
Si  6.6586  9.5631  22.4662  0.0002  0.0018  0.0091
Si  4.5315  4.6001  15.7145  0.0002  0.0001  0.0005
Si  8.2115  3.0275  9.5638  -0.0013  0.001  -0.0069
Si  0.8414  8.2467  19.2797  0.0001  0.0006  0.0046
Si  6.9696  1.34  21.1143  0.0004  0  0.0063
Si  8.2265  8.3213  9.6576  -0.0001  -0.0004  -0.0065
Si  10.8909  5.1972  15.6182  0.0001  -0.0001  0.0004
Si  7.5694  9.4971  16.3324  -0.0003  -0.0005  0.0013
Si  9.9424  2.0504  20.322  -0.0011  0.0002  0.0055
Si  3.2185  8.5154  9.9004  -0.0013  0.0002  -0.007
Si  6.6905  3.3579  17.4369  0  0  0.0033
Si  1.1697  0.2036  19.8193  -0.0004  0  0.0038
Si  3.2422  2.8178  12.2883  0.0002  0.0001  -0.0038
Si  7.21  5.4022  19.7242  -0.0001  -0.0007  0.0058
Si  5.7523  8.6684  11.5403  -0.0001  -0.0001  -0.0044
Si  5.7908  6.0722  13.2027  0  0  -0.0029
Si  4.6375  9.7139  17.6434  0  -0.0003  0.0032
Si  1.0193  3.5964  22.2215  0.0015  0.0003  0.0092
Si  4.8989  1.4896  18.8356  0.0007  -0.0003  0.0042
Si  3.1976  3.0927  9.5028  -0.0001  -0.0011  -0.0075
Si  6.4568  10.8124  13.7979  0.0001  -0.0003  -0.0019
Si  10.3524  0.12  15.9804  -0.0001  0.0002  0.0007
Si  5.6659  3.6625  11.1454  0.0002  -0.0005  -0.0049
Si  9.8395  3.895  11.9025  -0.0008  -0.0002  -0.0042
Si  2.3481  9.9236  15.5495  0.0004  -0.0003  0.0003
Si  6.0757  8.1389  19.8364  -0.0005  0.0004  0.0058
Si  6.9366  3.9628  22.4179  -0.0001  -0.0011  0.0087
Si  9.7565  2.7783  17.3935  0.0001  0.0001  0.0034
O  7.2004  6.3763  13.9795  0.0001  0  0.001
O  1.8817  7.0558  18.6856  0.0001  -0.0008  -0.0016
O  10.2871  4.0284  16.533  -0.0001  0.0003  -0.0008
O  6.1684  9.9669  17.064  0.0008  0.0001  -0.0011
O  10.1538  0.7097  14.4765  0.0002  -0.0001  0.0006
O  8.4396  6.1218  18.8904  0.0006  0.0005  -0.0017
O  5.1752  0.683  14.4328  -0.0001  0.0001  0.0006
O  5.7086  2.0692  17.5496  0.0002  0.0005  -0.0015
O  8.3531  1.9446  20.5466  0.0014  0.0002  -0.0021
O  2.0035  4.2934  18.4164  0.0001  0.0013  -0.0021
O  6.9675  2.8101  10.6282  -0.0011  0.0005  0.0023
O  4.8779  2.7113  12.2131  -0.0003  -0.0003  0.002
O  6.0332  4.3904  16.353  -0.0006  0.0002  -0.0009
O  4.5598  3.9344  9.9413  0.0009  0.0004  0.0028
O  10.7106  2.7374  21.5847  -0.0013  -0.0012  -0.0035
O  9.7268  6.1552  14.9745  0.0001  -0.0001  0.0005
O  6.0064  6.5028  19.8738  0.0003  0  -0.002
O  4.0857  0.1793  18.2958  -0.0001  -0.0005  -0.0013
O  9.2624  10.548  12.2864  -0.0001  0.0004  0.0017
O  2.8555  4.3571  12.7101  -0.0001  0.0002  0.0013
O  1.9171  10.6947  21.2192  -0.0002  0.0009  -0.003
O  3.9899  2.7212  19.4233  0.0001  -0.0003  -0.0014
O  0.7342  10.0462  15.9663  0  0  -0.0002
O  1.2798  9.8006  18.8422  0  -0.0005  -0.0018
O  1.7151  1.6608  19.2882  0.0003  -0.0001  -0.0013
O  8.9434  10.3867  16.4989  0  -0.0001  -0.0004
O  4.8799  8.5922  18.8099  -0.0006  0.0006  -0.0024
O  9.5686  8.7564  10.488  0.0008  0.0005  0.0031
O  6.7278  4.1109  18.8739  -0.0002  -0.0007  -0.0026
O  2.8516  1.7201  13.3991  0  -0.0003  0.0012
O  5.8236  8.794  21.2929  -0.0009  -0.0014  -0.0051
O  2.5481  2.4551  10.8664  -0.0002  -0.0002  0.0037
O  7.6072  4.8422  21.1999  0.0002  0.0014  -0.004
O  5.2173  7.4786  12.5568  0  -0.0005  0.0017
O  0.4339  9.0627  12.4989  0  -0.0002  0.0016
O  7.5869  1.0518  13.5882  -0.0001  -0.0001  0.001
O  7.1084  9.6278  14.758  0.0001  0  0.0004
O  8.9797  5.0238  12.7052  -0.0001  0.0007  0.0019
O  8.0898  8.0379  16.9346  -0.0003  0.0004  -0.0014
O  6.2286  2.5594  21.9227  0.0005  -0.0004  -0.0019
O  2.4583  9.0636  14.113  0  0.0002  0.001
O  0.4241  4.4844  11.8704  0.0004  0.0002  0.0016
O  0.812  8.3182  20.9448  -0.0003  -0.001  -0.0037
O  9.3841  3.8353  10.3489  0.0011  0.0006  0.0031
O  9.6562  2.3812  12.5319  0  -0.0007  0.0017
O  7.6204  8.5733  19.4141  0.0011  -0.0003  -0.0021
O  2.5538  8.1705  11.3608  -0.0008  -0.0003  0.0038
O  3.9844  3.0579  15.3734  0  0  0.0001
O  0.8371  4.4877  14.4451  0  -0.0001  0.0007
O  10.072  2.9984  18.9797  -0.0002  0.0004  -0.0033
O  9.1509  7.7972  12.9478  0  -0.0005  0.0014
O  10.5141  0.528  20.0774  0.0009  -0.0007  -0.0017
O  6.0378  5.0425  11.9382  0  0.0006  0.002
O  8.1527  2.7524  17.0533  0.0002  -0.0001  -0.001
O  3.535  5.4765  16.732  0.0003  -0.0001  -0.0008
O  4.6651  9.1383  10.3939  0.001  0  0.0027
O  1.5357  6.6729  13.1797  -0.0001  -0.0003  0.0011
O  4.7665  5.4909  14.3491  -0.0001  -0.0001  0.0007
O  2.0189  3.8648  20.9387  0.0008  -0.001  -0.0041
O  10.5441  1.4105  16.9618  0.0001  -0.0004  -0.001
O  0.9491  6.0609  16.5659  -0.0002  -0.0001  -0.0008
O  7.3798  10.929  21.9248  -0.0008  0.0008  -0.003
O  5.9403  0.9107  19.9368  -0.0016  -0.0002  -0.0029
O  6.079  10.0224  12.4113  0.0002  0.0005  0.0018
O  2.8482  0.5476  15.5958  0  0.0001  -0.0002
O  7.0551  8.0142  10.7709  -0.0008  0  0.0027
O  10.2443  8.015  18.699  -0.0002  -0.0002  -0.0012
O  3.4531  9.2074  16.5862  -0.0005  0  -0.001

Results
free energy: -137022.848 eV
free energy less fixed offsets of B -154.04, O -568.88, Si -635.61 eV per atom: 4.282 eV

The program warned: the cutoff lies below the one the program advises for these potential files; the exchange-correlation potential is rough where the density is thin.
